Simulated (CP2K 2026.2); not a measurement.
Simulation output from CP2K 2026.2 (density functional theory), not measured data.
Periodic cell of 552 atoms, Si316O236, from a study of silicon, its oxide and their interface. The atomic structure is a simulated model.
Doubt: the forces sum to 2.55 eV/angstrom along one axis rather than to zero, so they err by at least 0.0046 eV/angstrom per atom on average; the grid cutoff is modest.

Settings: functional PBE; method Gaussian and plane waves; basis set DZVP-MOLOPT-SR-GTH; pseudopotentials GTH-PBE; grid cutoff 350 Ry, relative cutoff 50 Ry; k points Gamma only; occupations fixed; spin none; net charge 0.

Cell vectors (angstrom)
a	16.3305	0	0
b	0	16.3305	0
c	0	0	34.6894

Atoms and the computed forces on them: element, x, y, z (angstrom), force x, y, z (eV/angstrom)
Si	0.458	15.977	0.029	-0.381	0.182	0.829
Si	2.45	2.829	34.668	0.232	-0.079	0.765
Si	0.214	5.051	34.679	-0.092	0.125	0.776
Si	2.939	7.853	34.569	-0.074	0.225	0.794
Si	16.074	11.06	0.125	0.152	-0.004	0.773
Si	2.664	13.718	0.046	0.175	-0.319	0.777
Si	5.611	16.013	0.14	-0.008	0.274	0.764
Si	8.397	2.538	34.67	-0.214	0.085	0.74
Si	5.147	5.635	34.663	0.109	-0.156	0.839
Si	8.458	7.743	34.498	-0.383	0.459	0.703
Si	5.828	10.837	0.081	-0.242	-0.151	0.772
Si	7.771	13.818	0.218	0.187	-0.06	0.824
Si	10.489	0.193	0.093	0.159	-0.058	0.791
Si	13.559	2.457	0.249	0.027	0.222	0.741
Si	10.849	5.674	0.219	0.106	-0.325	0.751
Si	13.273	8.488	0.03	0.12	-0.12	0.803
Si	10.945	10.564	0.149	-0.041	0.186	0.776
Si	13.902	13.309	34.657	-0.164	0.152	0.826
Si	1.389	1.3	1.397	-0.018	-0.013	-0.039
Si	4.018	4.044	1.277	-0.024	0.019	-0.053
Si	1.342	6.734	1.242	0.016	-0.003	-0.039
Si	4.221	9.424	1.188	0.014	-0.011	-0.038
Si	1.419	12.18	1.33	-0.011	0.033	-0.037
Si	4.111	14.877	1.498	-0.022	-0.002	-0.058
Si	6.787	1.377	1.295	0.001	-0.012	-0.047
Si	9.608	4.018	1.344	0.021	0.029	-0.02
Si	6.792	6.766	1.218	0.012	-0.016	-0.06
Si	9.431	9.346	1.391	-0.005	-0.03	0.004
Si	6.7	12.316	1.631	0.041	-0.037	-0.023
Si	9.415	14.958	1.426	-0.025	0.016	-0.079
Si	12.132	1.188	1.501	-0.034	-0.038	-0.036
Si	14.943	3.998	1.372	0.022	0.004	-0.051
Si	12.304	6.897	1.499	0.017	0.026	-0.039
Si	14.875	9.537	1.396	-0.018	0.007	-0.047
Si	12.2	12.241	1.259	0.042	-0.014	-0.072
Si	15.057	14.894	1.281	0.016	0.03	-0.081
Si	16.306	2.637	2.738	0.011	0.017	0.041
Si	2.766	16.323	2.773	0.006	0.024	0.03
Si	16.31	8.115	2.624	0.018	0.014	-0.019
Si	2.689	5.411	2.679	-0.006	-0.015	0.026
Si	0.06	13.565	2.717	-0.01	-0.002	0.031
Si	2.811	10.786	2.606	0.046	0.017	-0.018
Si	5.42	2.726	2.654	-0.003	0.015	-0.013
Si	8.091	0.026	2.763	-0.001	0.009	0.038
Si	5.496	8.118	2.67	-0.015	-0.017	0.021
Si	8.157	5.398	2.632	0.002	0.004	0.009
Si	5.359	13.599	2.968	-0.022	0.02	0.053
Si	8.155	10.834	2.745	-0.007	-0.021	0.012
Si	10.872	2.677	2.795	0.01	0.011	0.041
Si	13.642	16.194	2.704	0.017	-0.035	0.02
Si	10.84	8.143	2.839	0.009	0	0.026
Si	13.656	5.432	2.729	-0.025	-0.031	0.019
Si	10.873	13.59	2.677	-0.013	-0.032	-0.012
Si	13.528	10.912	2.742	-0.005	0.033	0.023
Si	1.355	4.045	4.063	-0.011	-0.002	-0.021
Si	4.117	1.379	4.093	0.005	-0.012	0.014
Si	1.385	9.473	3.974	-0.004	-0.033	-0.02
Si	4.089	6.771	4.025	0.012	-0.02	0.002
Si	1.375	14.955	4.098	-0.02	-0.021	-0.019
Si	4.011	12.146	4.15	-0.019	0.005	-0.003
Si	6.788	4.078	4.034	0.022	-0.008	-0.012
Si	9.482	1.349	4.128	0.002	-0.019	-0.008
Si	6.785	9.491	4.101	0.002	0.017	-0.021
Si	9.475	6.732	4.1	-0.005	0.014	-0.019
Si	6.781	15.005	4.175	0.023	0.017	-0.004
Si	9.534	12.219	4.067	-0.011	0.016	-0.007
Si	12.264	4.072	4.083	-0.005	-0.003	-0.004
Si	14.946	1.288	4.084	0.006	0	0.003
Si	12.205	9.548	4.132	-0.01	0.024	0.01
Si	15.007	6.786	4.072	-0.008	0.011	0.01
Si	12.254	14.898	4.077	0.007	0.019	0.02
Si	14.971	12.233	4.069	-0.02	-0.023	-0.019
Si	0.01	16.311	5.458	-0.002	0	0.007
Si	2.746	2.736	5.446	-0.011	-0.004	-0.003
Si	0.026	5.427	5.43	0.013	-0.017	0.007
Si	2.725	8.14	5.39	-0.008	0.007	-0.005
Si	0.024	10.839	5.375	0.023	0.028	-0.012
Si	2.699	13.58	5.472	0.003	0.008	0.014
Si	5.445	0.043	5.507	0.015	-0.009	0.026
Si	8.128	2.729	5.45	0.012	0.005	-0.006
Si	5.441	5.436	5.423	-0.01	0.007	-0.005
Si	8.138	8.129	5.462	0.015	0.008	0.003
Si	5.429	10.843	5.481	0.006	-0.005	0.005
Si	8.175	13.603	5.442	0.012	-0.007	-0.004
Si	10.899	16.314	5.423	-0.006	-0.012	-0.002
Si	13.621	2.701	5.434	0.011	0.002	-0.001
Si	10.873	5.407	5.443	-0.023	0.007	0.002
Si	13.612	8.15	5.412	-0.006	-0.017	-0.001
Si	10.858	10.896	5.488	0.006	-0.014	0.003
Si	13.614	13.573	5.459	0.007	0.006	0.002
Si	1.389	1.366	6.795	-0.006	-0.004	0.002
Si	4.1	4.099	6.829	0.011	-0.011	0.013
Si	1.388	6.785	6.788	-0.006	-0.006	-0.002
Si	4.045	9.495	6.811	-0.004	0.007	-0.004
Si	1.332	12.22	6.79	-0.009	0.016	-0.005
Si	4.09	14.964	6.809	-0.015	0.004	-0.007
Si	6.798	1.403	6.865	-0.011	-0.005	0.008
Si	9.511	4.063	6.807	-0.013	-0.017	-0.001
Si	6.769	6.795	6.829	0.012	0	0.008
Si	9.486	9.52	6.822	-0.003	0.015	0.002
Si	6.799	12.249	6.804	-0.003	0.012	0.002
Si	9.521	14.988	6.795	0.027	-0.011	-0.013
Si	12.25	1.357	6.793	-0.005	0.018	0
Si	14.991	4.079	6.784	0.005	0.019	-0.006
Si	12.232	6.798	6.773	-0.013	-0.009	-0.001
Si	15.002	9.484	6.76	-0.019	-0.006	0
Si	12.231	12.245	6.822	-0.01	-0.017	-0.001
Si	14.971	14.956	6.81	-0.021	-0.015	0.004
Si	0.049	2.752	8.149	0.001	0.009	0.004
Si	2.771	0.03	8.163	-0.007	-0.011	0.002
Si	0.015	8.126	8.153	0.012	0.005	0.001
Si	2.748	5.47	8.194	0.011	0.022	-0.001
Si	0.016	13.602	8.159	-0.017	-0.01	0.007
Si	2.7	10.89	8.162	0.001	-0.002	-0.001
Si	5.457	2.766	8.235	0.015	-0.006	0.004
Si	8.188	0.038	8.188	0.013	0.005	-0.002
Si	5.399	8.164	8.192	-0.008	-0.007	0.012
Si	8.146	5.42	8.165	0.023	-0.004	-0.006
Si	5.463	13.63	8.178	0.021	0.01	-0.002
Si	8.127	10.892	8.193	0.022	-0.009	-0.004
Si	10.893	2.721	8.16	-0.015	-0.007	-0.002
Si	13.622	0.011	8.153	0.014	-0.006	0.001
Si	10.865	8.149	8.148	0.001	0.004	-0.006
Si	13.609	5.445	8.124	-0.004	0	-0.014
Si	10.856	13.632	8.152	0.011	0.02	0.003
Si	13.622	10.848	8.096	0.003	0.015	0.001
Si	1.398	4.108	9.552	0.002	-0.011	0.013
Si	4.102	1.397	9.584	0	-0.013	0
Si	1.359	9.505	9.515	-0.009	-0.013	0.005
Si	4.077	6.827	9.608	0.004	0.003	0.009
Si	1.415	14.993	9.486	-0.004	-0.014	-0.026
Si	4.077	12.267	9.511	-0.026	0.002	0.007
Si	6.828	4.112	9.617	-0.016	0.002	0.009
Si	9.548	1.406	9.565	0.022	0.014	0.012
Si	6.73	9.553	9.55	-0.019	0.024	-0.004
Si	9.496	6.78	9.507	-0.022	0.012	-0.006
Si	6.808	15.029	9.546	0	-0.007	0.011
Si	9.473	12.308	9.524	0	0.02	-0.007
Si	12.267	4.093	9.496	-0.004	0.007	-0.011
Si	15.019	1.386	9.477	-0.006	-0.02	-0.012
Si	12.254	9.514	9.466	0.017	-0.012	-0.015
Si	14.953	6.781	9.518	-0.01	-0.026	-0.003
Si	12.22	14.992	9.488	-0.029	0	-0.003
Si	14.965	12.208	9.45	-0.012	-0.004	-0.015
Si	0.115	0.08	10.816	-0.018	0.015	0.002
Si	2.776	2.787	10.96	0	0.005	-0.009
Si	16.294	5.406	10.895	-0.025	0.006	0.013
Si	2.707	8.214	10.957	0.009	0.012	0.029
Si	16.278	10.836	10.831	-0.037	-0.006	0.01
Si	2.772	13.668	10.876	0.015	0.033	0.032
Si	5.511	0.089	10.953	-0.009	0.015	0.024
Si	8.254	2.799	10.983	0.012	-0.015	0.004
Si	5.45	5.476	10.981	0.025	0.011	-0.014
Si	8.061	8.107	10.83	0.011	-0.045	-0.011
Si	5.373	10.932	10.945	0.027	-0.029	0.015
Si	8.111	13.666	10.944	0.017	-0.017	0.002
Si	10.889	0.009	10.901	0.016	-0.026	-0.009
Si	13.63	2.71	10.829	0.022	0.011	0.004
Si	10.928	5.476	10.856	-0.022	-0.005	-0.019
Si	13.603	8.178	10.87	-0.02	0.012	-0.013
Si	10.896	10.925	10.757	0.002	0	0.01
Si	13.612	13.6	10.743	-0.007	-0.019	-0.003
Si	1.421	1.431	12.304	0	-0.013	0.005
Si	4.132	4.135	12.39	-0.001	-0.025	0.028
Si	1.254	6.852	12.222	-0.03	0.001	-0.014
Si	4.043	9.597	12.389	-0.034	-0.02	-0.006
Si	1.339	12.23	12.067	0.003	0.01	-0.038
Si	4.128	15.066	12.295	-0.013	-0.007	-0.028
Si	6.897	1.461	12.361	-0.004	0.002	-0.017
Si	9.68	4.172	12.33	-0.014	-0.032	-0.009
Si	6.764	6.835	12.384	-0.003	0.029	0.01
Si	9.458	9.54	11.973	0.026	0.027	-0.046
Si	6.671	12.36	12.314	-0.045	0.026	-0.004
Si	9.496	15.037	12.288	-0.015	0.022	0.001
Si	12.335	1.329	12.205	0.005	-0.004	-0.021
Si	14.973	3.972	12.271	0.018	0.014	-0.046
Si	12.243	6.843	12.237	-0.002	-0.01	0.012
Si	14.915	9.529	12.277	0.024	0.022	-0.018
Si	12.278	12.258	12.124	-0.002	-0.005	-0.032
Si	15.038	14.982	11.974	-0.017	-0.023	-0.059
Si	16.302	2.604	13.755	-0.073	-0.017	0.03
Si	2.877	0.189	13.684	0.047	0.016	0.041
Si	16.248	8.192	13.682	-0.022	-0.022	0.066
Si	2.579	5.479	13.571	0.008	-0.017	0.037
Si	0.055	13.674	13.315	0.03	0.033	0.056
Si	2.568	11.036	13.619	0.018	-0.056	0.021
Si	5.658	2.92	13.794	0.048	0.023	0.048
Si	8.212	0.058	13.778	0.01	0.009	0.049
Si	5.351	8.175	13.823	-0.014	-0.002	0.049
Si	8.344	5.623	13.699	0.028	0.029	0.019
Si	5.349	13.736	13.819	0.041	-0.029	0.05
Si	8.081	10.82	13.338	-0.015	-0.015	0.02
Si	11.079	2.693	13.612	-0.012	0.045	0.069
Si	13.808	16.281	13.422	0.009	0.028	0.075
Si	10.812	8.328	13.408	0.003	0.005	0.048
Si	13.638	5.434	13.531	0.026	-0.021	0.076
Si	10.925	13.623	13.464	0.004	0.017	0.057
Si	13.609	10.968	13.602	0.008	-0.025	0.092
Si	1.073	4.284	14.962	0.09	-0.121	-0.78
Si	4.498	1.373	15.088	-0.182	-0.014	-0.773
Si	1.395	9.499	14.98	-0.268	0.182	-0.755
Si	3.483	7.122	14.963	0.428	-0.048	-0.829
Si	1.414	14.999	14.673	0.04	0.037	-0.483
Si	3.518	12.7	14.988	0.133	0.074	-0.754
Si	7.401	4.057	15.128	-0.366	0.117	-0.711
Si	9.495	1.654	14.991	0.089	-0.26	-0.764
Si	6.967	9.498	14.942	-0.182	-0.036	-0.655
Si	9.324	7.419	14.947	0.066	-0.26	-0.795
Si	6.566	15.324	15.152	0.122	-0.171	-0.795
Si	9.628	12.015	14.534	0.095	0.142	-0.662
Si	12.48	4.021	14.969	0.04	-0.133	-0.73
Si	15.387	0.738	15.017	-0.018	0.279	-0.74
Si	11.834	9.907	14.752	0.277	-0.023	-0.808
Si	15.16	6.503	14.932	-0.044	0.19	-0.732
Si	12.633	14.733	14.632	-0.195	0.046	-0.806
Si	14.892	12.612	14.736	0.056	-0.295	-0.744
Si	10.939	5.817	16.965	0.132	0.154	-0.115
Si	8.397	11.358	33.309	0.007	-0.049	0.373
Si	0.124	7.139	22.132	-0.086	-0.165	-0.199
Si	13.722	16.159	27.188	0	-0.017	0.136
Si	6.855	0.887	21.42	-0.057	0.167	-0.079
Si	15.82	10.865	16.964	0.123	0.055	-0.173
Si	11.881	1.947	23.489	-0.141	-0.007	-0.14
Si	9.931	3.811	22.394	-0.027	-0.099	-0.117
Si	12.312	12.386	18.728	-0.055	-0.075	-0.177
Si	5.116	10.953	17.093	0.071	-0.056	-0.221
Si	3.225	14.894	20.373	0.059	-0.034	-0.224
Si	1.139	12.66	21.33	0.136	-0.045	-0.152
Si	6.24	5.476	24.907	0.094	0.043	-0.042
Si	13.115	9.638	17.341	-0.044	0.04	-0.033
Si	6.677	7.624	26.832	0.039	0.052	0.02
Si	2.936	3.129	17.268	0.045	0.167	-0.359
Si	0.74	0.484	23.651	0.044	-0.068	-0.096
Si	13.819	2.286	17.19	-0.074	-0.05	-0.25
Si	7.42	14.247	21.15	0.098	0.03	-0.2
Si	15.932	2.928	30.545	-0.057	-0.076	0.246
Si	14.727	2.302	22.57	0.026	0.061	-0.093
Si	0.079	5.859	19.223	-0.051	0.031	-0.378
Si	4.03	14.256	28.022	0.017	0.091	0.111
Si	8.957	1.499	23.629	0.13	-0.009	-0.029
Si	9.447	10.846	21.691	-0.004	-0.037	-0.254
Si	6.405	5.367	30.04	0.102	0.027	0.245
Si	11.382	14.899	17.23	0.078	-0.04	-0.017
Si	4.224	6.681	28.632	-0.063	-0.075	0.251
Si	11.678	10.122	25.46	-0.006	0.003	0.069
Si	2.177	1.472	19.83	0	0.119	-0.098
Si	8.867	10.376	30.564	0.073	0.02	0.276
Si	13.542	14.743	31.853	0.051	-0.031	0.344
Si	3.449	15.558	23.21	-0.081	0.054	-0.031
Si	7.928	16.178	25.944	-0.021	-0.02	0.09
Si	7.915	5.252	27.332	-0.027	-0.027	0.112
Si	13.841	7.933	31.706	-0.002	-0.07	0.278
Si	5.773	10.308	27.465	-0.096	-0.045	0.306
Si	15.144	0.918	32.785	0.082	-0.045	0.172
Si	14.205	12.429	30.173	0.002	-0.009	0.247
Si	3.102	6.893	23.164	0.036	0.026	-0.086
Si	11.249	7.12	30.155	0.002	-0.115	0.168
Si	4.449	11.578	29.56	-0.067	-0.076	0.363
Si	4.24	2.636	22.024	-0.01	-0.046	-0.07
Si	8.555	12.9	23.609	-0.071	0.035	-0.199
Si	10.029	6.747	23.166	0.006	0.066	-0.024
Si	11.796	9.041	28.133	0.026	-0.027	0.213
Si	9.161	12.52	28.668	0.088	-0.032	0.312
Si	13.763	6.893	17.751	0.008	-0.054	-0.202
Si	8.687	2.673	19.715	0.109	-0.018	-0.289
Si	10.833	15.846	31.831	0.106	0.025	0.292
Si	8.159	5.098	17.968	0.079	-0.046	-0.324
Si	14.711	9.788	22.413	-0.034	0.137	-0.061
Si	14.693	10.782	25.356	0.025	0.001	-0.044
Si	15.153	5.364	31.891	-0.052	-0.053	0.259
Si	10.785	15.452	27.208	-0.009	0.086	0.174
Si	3.335	10.594	20.99	-0.034	0.024	-0.229
Si	14.769	5.146	24.02	0.024	0.047	-0.07
Si	8.53	13.7	16.797	-0.095	0.135	-0.096
Si	6.93	7.171	19.851	-0.044	0.036	-0.335
Si	14.708	13.141	27.309	-0.004	-0.113	0.144
Si	3.501	4.205	24.654	0.049	-0.122	-0.126
Si	10.268	12.882	25.986	-0.08	-0.026	0.08
Si	1.153	13.9	23.979	-0.048	0.039	-0.041
Si	2.928	6.011	17.859	-0.115	-0.024	-0.201
Si	11.808	2.78	26.382	-0.021	-0.007	0.242
Si	15.076	11.746	19.905	-0.139	-0.067	-0.386
Si	4.267	1.372	32.628	-0.048	0.049	0.239
Si	15.739	2.853	19.732	-0.035	-0.03	-0.364
Si	3.842	11.904	32.552	-0.036	0.045	0.304
Si	10.888	1.253	17.842	0.04	0.063	-0.173
Si	2.247	4.62	27.325	0.084	0.104	0.004
Si	9.421	2.967	28.152	0.045	-0.049	0.117
Si	9.043	15.264	29.676	0.004	-0.058	0.102
Si	3.096	9.402	28.255	0.068	0.049	0.201
Si	11.989	5.667	25.237	0.178	-0.061	0.016
Si	5.15	12.791	19.575	-0.009	-0.007	-0.345
Si	13.084	6.565	28.013	-0.076	-0.115	0.337
Si	5.449	14.646	25.193	-0.04	-0.04	0.088
Si	7.089	1.014	28.556	-0.022	-0.01	0.269
Si	4.332	8.584	18.959	0.053	0.015	-0.301
Si	9.311	12.733	19.584	0.113	0.082	-0.319
Si	8.467	7.464	31.298	0.109	-0.028	0.483
Si	1.059	14.072	26.957	0.139	0.006	0.028
Si	0.086	0.738	26.466	-0.1	0.019	0.142
Si	1.725	2.091	28.735	-0.037	-0.143	0.137
Si	11.521	11.39	29.945	-0.145	-0.023	0.254
Si	4.857	9.27	23.405	0.08	0.045	-0.127
Si	1.5	9.729	32.563	0.003	-0.031	0.244
Si	11.62	9.127	22.559	0.098	0.162	-0.058
Si	11.114	2.446	30.694	0.015	-0.098	0.156
Si	6.446	3.691	32.571	0.042	0.077	0.281
Si	15.744	9.895	30.367	0.072	-0.072	0.286
Si	13.599	2.115	28.828	-0.035	-0.03	0.158
Si	4.239	0.553	29.573	0.081	0.074	0.248
Si	12.326	4.218	32.727	0.132	0.03	0.235
Si	0.112	9.091	27.367	-0.024	-0.029	0.311
Si	7.74	8.437	22.375	-0.101	-0.026	-0.159
Si	6.074	11.743	24.965	-0.064	-0.003	-0.016
Si	5.398	5.47	21.889	-0.001	0.075	0.093
Si	15.786	6.009	26.932	-0.105	0.077	0.088
O	11.179	11.645	25.538	0.14	0.194	-0.259
O	4.789	14.685	26.668	-0.02	0.336	-0.032
O	7.942	2.332	28.187	-0.343	0.226	-0.197
O	8.575	12.624	15.611	-0.315	-0.294	0.035
O	14.43	9.29	31.094	-0.186	0.32	-0.047
O	12.085	15.025	31.229	-0.177	-0.056	-0.733
O	1.572	14.852	34.371	-0.052	0.101	-0.428
O	10.516	1.024	23.37	0.181	-0.552	-0.135
O	13.393	13.968	33.266	-0.407	-0.081	-0.155
O	9.977	2.834	29.646	-0.504	-0.043	0.201
O	14.549	12.298	25.932	-0.177	0.434	-0.401
O	13.712	4.642	32.044	-0.06	-0.072	-0.359
O	12.124	16.314	26.873	-0.051	0.457	-0.131
O	5.731	10.681	29.062	0.39	-0.092	0.153
O	6.101	11.617	26.58	0.274	0.517	0.218
O	0.749	5.201	27.429	-0.002	-0.241	-0.031
O	13.962	12.493	28.576	-0.481	-0.08	-0.303
O	12.438	6.472	26.546	-0.365	0.17	-0.321
O	15.489	11.495	30.474	0.306	0.21	-0.113
O	14.452	13.886	30.831	0.568	0.036	-0.272
O	8.198	7.87	32.87	-0.347	0.193	-0.377
O	8.22	12.93	33.622	0.369	0.153	-0.411
O	6.59	4.085	31.019	0.104	-0.304	-0.315
O	6.906	4.922	28.568	-0.341	-0.211	-0.298
O	3.669	3.017	23.529	-0.275	-0.357	0.111
O	12.095	10.489	28.74	0.278	0.043	-0.486
O	0.742	1.221	25.084	0.426	0.408	-0.05
O	12.594	3.03	33.77	-0.42	-0.085	-0.235
O	16.133	7.584	26.88	0.289	-0.084	-0.251
O	7.683	13.938	22.717	-0.448	0.383	0.467
O	5.057	11.364	33.452	0.035	0.147	-0.292
O	9.95	11.005	33.614	0.124	-0.056	-0.397
O	2.541	2.063	18.382	0.15	-0.588	0.077
O	12.101	9.549	34.265	-0.174	-0.165	-0.543
O	7.928	0.098	29.593	-0.305	-0.033	0.172
O	7.328	4.827	16.585	-0.468	0.547	0.097
O	3.038	2.178	21.022	0	0.247	0.218
O	4.012	11.807	16.263	-0.243	-0.005	0.414
O	3.421	4.467	18.068	0.265	-0.044	0.322
O	0.141	4.289	19.594	0.548	-0.159	0.226
O	4.263	11.756	20.406	-0.088	-0.116	-0.032
O	14.935	6.179	18.598	-0.017	-0.113	0.198
O	7.283	6.542	30.724	-0.083	0.154	-0.248
O	14.806	2.679	18.408	0.098	0.112	0.05
O	11.295	4.777	15.788	-0.191	-0.266	-0.129
O	1.843	11.207	21.132	-0.233	-0.24	0.195
O	10.764	8.238	29.084	-0.566	0.246	-0.339
O	2.866	5.559	24.035	-0.267	-0.08	0.009
O	4.845	5.848	29.893	-0.382	0.115	0.512
O	4.019	15.333	21.718	0.419	0.004	0.026
O	2.523	16.217	19.761	0.014	-0.047	-0.139
O	7.242	14.655	16.509	-0.221	-0.139	0.456
O	13.722	13.648	15.181	-0.182	-0.017	0.351
O	10.727	11.023	15.235	-0.051	0.133	0.624
O	2.708	14.224	23.715	0.428	-0.532	0.069
O	13.022	2.77	27.459	0.17	0.387	-0.174
O	8.942	3.118	23.486	-0.528	0.512	0.571
O	6.434	13.162	20.467	0.27	-0.116	0.147
O	12.096	6.031	29.23	-0.207	-0.421	-0.119
O	8.405	8.851	30.483	-0.092	-0.008	-0.563
O	4.433	9.608	17.696	-0.481	-0.145	-0.202
O	10.209	7.086	16.279	0.048	0.161	0.538
O	9.469	1.369	34.259	-0.143	-0.097	-0.429
O	2.98	2.092	33.306	-0.249	0.084	-0.473
O	15.995	1.293	22.757	0.07	-0.281	-0.406
O	9.786	5.139	17.861	0.065	-0.41	0.499
O	11.522	4.245	25.806	-0.428	0.057	0.063
O	2.396	13.86	15.444	-0.221	0.041	0.284
O	15.742	8.563	22.344	0.119	0.24	0.327
O	9.89	14.546	16.736	-0.237	0.218	-0.167
O	3.372	8.001	29.048	0.006	-0.113	0.493
O	0.725	12.798	22.892	-0.316	-0.442	0.315
O	13.667	12.496	19.604	0.265	0.493	0.302
O	4.692	15.733	24.234	0.066	0.47	-0.066
O	0.791	10.065	16.412	0.052	-0.218	0.362
O	13.584	3.446	16.055	0.561	0.193	-0.027
O	15.841	10.063	26.23	0.163	0.023	-0.217
O	2.086	13.854	20.828	-0.125	0.138	-0.115
O	2.929	1.032	28.764	-0.151	-0.287	-0.265
O	3.99	2.325	16.324	0.194	-0.012	0.134
O	3.461	6.289	16.354	0.353	-0.307	0.248
O	8.132	8.443	15.457	0.072	-0.18	0.262
O	5.5	0.168	15.63	0.154	0.023	0.217
O	14.58	1.083	16.399	-0.205	-0.116	0.318
O	12.182	9.123	16.137	-0.36	-0.75	0.153
O	11.204	13.963	26.734	0.758	-0.265	-0.212
O	13.437	8.389	18.322	-0.011	0.226	0.45
O	15.755	11.113	18.557	0.091	0.065	0.391
O	14.865	10.638	21.049	0.178	-0.297	0.24
O	12.336	1.985	17.775	-0.058	-0.055	0.395
O	5.465	2.434	32.661	0.048	-0.032	0.108
O	8.001	0.826	22.54	0.072	-0.094	0.2
O	12.321	7.694	31.23	-0.175	0.068	0.074
O	3.293	13.233	33.301	0.27	0.356	-0.416
O	8.4	2.795	15.412	0.1	0.068	0.5
O	9.803	1.933	18.804	-0.249	0.235	0.322
O	15.416	5.405	25.48	-0.006	-0.115	0.059
O	10.21	1.192	16.372	-0.004	-0.271	0.335
O	10.894	10.142	21.521	0.206	-0.137	-0.589
O	1.7	3.608	16.318	-0.13	-0.307	0.146
O	15.596	6.016	22.93	-0.146	-0.098	-0.124
O	3.855	8.104	23.956	-0.273	-0.11	0.365
O	7.646	6.516	18.559	0.132	0.556	-0.146
O	12.415	10.909	18.053	-0.257	-0.239	-0.118
O	2.306	0.41	23.152	0.029	0.652	-0.107
O	14.501	10.019	16.602	-0.014	-0.16	-0.505
O	13.885	7.92	33.326	0.094	-0.383	-0.318
O	10.447	2.256	27.115	-0.013	-0.402	-0.09
O	12.135	15.536	15.955	0.21	0.735	0.214
O	5.306	13.132	24.61	-0.45	-0.066	-0.253
O	8.273	1.126	25.03	-0.265	0.29	0.306
O	3.131	10.64	29.323	-0.314	-0.081	0.068
O	15.7	12.236	16.112	0.483	0.443	0.455
O	12.245	13.605	17.663	0.393	0.004	0.043
O	8.375	9.903	22.411	-0.229	0.17	0.304
O	4.899	3.999	21.485	0.239	-0.004	-0.203
O	8.853	11.341	20.268	-0.485	-0.604	0.024
O	9.597	12.135	22.64	0.654	0.409	0.067
O	9.541	3.236	20.95	0.144	0.03	0.159
O	0.247	15.967	15.413	0.091	0.176	0.602
O	14.927	2.889	29.285	0.064	0.331	-0.322
O	11.219	16.064	18.337	0.142	-0.047	0.595
O	9.296	4.513	27.691	0.241	0.291	-0.35
O	6.341	10.438	16.142	0.194	0.461	0.174
O	3.358	9.307	20.021	-0.518	-0.305	0.222
O	8.547	12.868	18.168	-0.34	-0.471	0.214
O	11.222	3.697	31.695	-0.453	0.272	-0.191
O	9.156	12.412	27.066	-0.259	-0.161	-0.383
O	15.844	5.617	33.329	-0.292	0.348	-0.306
O	8.601	7.496	23.382	-0.271	-0.223	0.684
O	2.457	14.07	27.722	-0.159	-0.195	0.272
O	5.62	12.009	18.226	0.308	0.033	-0.055
O	14.784	2.812	21.032	-0.296	0.098	0.097
O	11.049	7.644	22.282	0.311	-0.129	-0.338
O	16.295	5.414	15.426	0.116	0.106	0.477
O	4.275	9.715	27.172	-0.222	-0.284	-0.818
O	7.334	10.424	34.166	0.134	-0.364	0.046
O	9.624	6.625	34.476	-0.15	-0.025	-0.15
O	4.45	12.123	31.078	0.216	0.336	-0.319
O	0.618	1.734	27.613	-0.394	0.158	-0.173
O	5.851	8.307	19.442	0.395	0.505	-0.031
O	11.682	5.443	33.528	-0.042	0.361	-0.258
O	0.275	15.259	23.781	-0.695	-0.153	-0.175
O	9.395	15.74	26.442	-0.032	-0.111	-0.071
O	7.834	3.244	33.299	0.089	-0.026	-0.356
O	1.329	6.152	18.2	-0.11	-0.021	-0.028
O	16.264	13.252	27.767	0.042	-0.095	0.268
O	4.936	4.6	25.282	0.056	-0.318	0.527
O	0.975	2.185	30.165	0.283	-0.117	0.368
O	0.574	1.736	19.952	0	-0.517	0.17
O	14.561	1.4	34.211	0.17	-0.336	0.194
O	9.759	5.392	22.345	-0.076	0.082	-0.232
O	14.984	10.679	23.754	0.107	0.452	0.004
O	2.536	3.867	25.907	-0.13	-0.516	-0.04
O	5.447	1.52	21.967	-0.146	-0.051	0.003
O	3.976	0.836	31.144	-0.02	0.002	-0.281
O	12.32	6.127	17.764	0.116	-0.233	0.683
O	9.512	13.561	24.728	0.243	0.403	-0.17
O	0.78	9.455	31.141	0.003	-0.481	-0.534
O	16.129	4.474	30.969	0.62	0.316	-0.366
O	8.866	14.056	20.416	0.226	0.375	0.062
O	14.104	14.614	27.09	0.007	0.064	-0.376
O	15.318	2.181	31.831	-0.275	0.457	-0.051
O	6.867	9.21	26.987	0.684	0.017	-0.367
O	1.706	9.325	27.462	0.058	0.234	-0.22
O	4.115	6.463	21.969	-0.219	0.2	-0.618
O	9.502	15.157	31.225	-0.199	-0.512	0.113
O	2.64	10.849	32.448	-0.076	0.094	-0.367
O	0.332	10.251	33.541	-0.092	-0.173	-0.121
O	13.204	5.584	24.155	-0.251	0.274	-0.374
O	5.614	1.317	29.145	0.062	0.433	-0.103
O	1.316	3.927	34.207	-0.018	-0.089	-0.467
O	12.537	2.263	30.003	0.197	0.097	0.109
O	13.185	8.185	28.2	0.523	0.12	-0.247
O	10.472	10.523	30.828	0.218	-0.098	0.324
O	6.232	7.049	25.369	-0.351	0.411	-0.405
O	2.557	8.415	15.347	0.05	0.211	0.392
O	7.036	15.03	25.222	0.381	-0.098	-0.106
O	7.963	7.884	20.862	0.629	0.237	-0.032
O	14.793	0.665	26.276	-0.068	0.507	-0.442
O	0.611	15.603	26.832	-0.033	0.016	0.005
O	10.666	12.611	29.299	0.16	0.371	0.026
O	0.215	6.741	20.564	0.183	0.163	0.083
O	2.206	8.418	33.215	0.033	-0.168	-0.456
O	14.859	6.781	31.193	0.427	0.205	-0.408
O	2.397	3.523	28.482	0.263	0.165	0.244
O	4.042	6.724	34.112	0.014	-0.043	-0.592
O	6.166	8.551	22.741	-0.071	-0.205	-0.181
O	15	12.161	34.243	-0.128	-0.004	-0.252
O	12.794	11.893	30.8	-0.162	0.102	0.284
O	9.906	6.725	30.987	0.12	-0.482	-0.134
O	6.744	14.946	34.318	-0.098	0.167	-0.281
O	7.904	3.851	18.943	-0.432	-0.278	0.162
O	0.192	0.209	33.202	0.253	-0.114	-0.472
O	4.736	0.12	33.531	-0.12	-0.371	-0.239
O	5.837	4.971	33.349	0.219	0.128	-0.384
O	14.325	7.012	16.235	-0.227	0.223	-0.009
O	8.401	13.868	29.156	-0.329	-0.066	-0.344
O	6.723	15.681	20.936	-0.396	-0.12	-0.365
O	4.36	15.32	29.2	-0.024	-0.39	0.402
O	6.283	5.943	20.652	0.202	-0.32	-0.211
O	10.714	6.398	24.581	-0.21	-0.021	0.315
O	7.472	1.716	20.178	-0.209	-0.237	-0.103
O	10.931	12.607	19.536	0.03	-0.085	0.255
O	11.443	3.379	22.824	0.498	0.52	-0.198
O	13.21	9.193	22.417	-0.1	-0.341	-0.07
O	3.317	5.779	27.65	-0.009	0.137	-0.103
O	11.176	9.511	24.065	-0.531	-0.004	0.129
O	4.505	12.84	28.582	0.303	0.077	-0.157
O	13.904	0.524	28.649	0.135	-0.405	0.282
O	10.966	15.74	33.439	0.333	-0.485	-0.068
O	11.12	9.226	26.682	-0.417	-0.293	-0.121
O	7.397	4.795	25.845	0.22	-0.631	-0.278
O	8.048	6.87	27.271	0.609	0.408	0.02
O	6.283	5.449	23.273	0.52	-0.075	-0.181
O	12.211	1.953	25.068	0.494	-0.31	0.058
O	5.362	10.377	24.465	-0.158	-0.093	0.041
O	13.293	1.538	22.79	-0.178	-0.544	0.091
O	3.696	7.123	18.723	0.037	0.051	0.509
O	15.833	9.414	28.834	-0.299	0.08	-0.213
O	13.281	10.04	25.582	-0.091	-0.432	0.164
O	14.186	16.195	32.072	-0.033	0.051	-0.213
O	14.533	5.846	27.975	0.195	-0.179	0.427
O	3.955	10.122	22.38	-0.11	0.134	0.237
O	7.554	11.859	24.337	0.264	-0.483	0.216
O	14.838	3.58	23.576	0.022	-0.135	0.418
O	6.949	0.236	27.161	-0.267	-0.008	-0.385
O	5.504	7.209	27.835	0.246	0.304	0.067
O	10.778	1.081	31.461	-0.008	0.297	0.272
O	10.371	15.617	28.778	0.506	0.384	0.192
O	4.244	14.139	19.346	0.106	0.083	-0.481
O	1.643	7.325	22.652	-0.042	0.188	-0.157
O	16.13	12.818	20.454	0.088	0.742	0.082
O	8.491	11.156	29.202	-0.282	-0.315	-0.235
O	8.089	11.115	31.765	-0.538	0.356	-0.518
O	1.07	13.372	25.492	0.09	-0.715	-0.025

Results
total energy: -137262.108 eV
total energy less fixed offsets of O -438.35, Si -107.03 eV per atom: 9.972 eV
